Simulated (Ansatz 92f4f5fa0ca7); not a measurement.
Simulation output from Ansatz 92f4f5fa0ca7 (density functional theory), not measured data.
Periodic cell of 215 atoms, Si132O82P1, from a study of silicon, its oxide and their interface. The atomic structure is a simulated model.
Doubt: the cutoff is far below the 930 eV that the study's wrapper takes by default for these files, so forces and energies are approximate.
This geometry differs little from another in the collection (a relaxation step or a small displacement).

Settings
functional: PBE
potential files: Ansatz PAW
basis: plane waves
wave-function cutoff: 580 eV
density cutoff ratio: 5
exchange-correlation grid ratio: 1
k mesh: 1 x 1 x 1, Gamma-centred
self-consistency stop: 5e-08 eV per atom in the density residual
occupations: fixed
spin: none
net charge: +1 e, with a uniform compensating background and no finite-size correction

Cell vectors (angstrom)
a	10.938	0	0
b	0	10.938	0
c	0	0	31.5432

Atoms: element, x, y, z (angstrom)
Si	10.4313	0.5743	24.3278
Si	6.0532	10.5018	24.1494
Si	2.1285	3.2496	24.0694
Si	8.6943	2.2565	24.305
Si	0.5009	5.0604	24.1634
Si	5.0575	5.8874	24.1852
Si	3.3974	7.6406	24.1613
Si	7.8355	8.8247	23.9819
Si	1.3416	1.48	25.4411
Si	6.9292	1.2901	25.523
Si	4.0293	4.0929	25.3154
Si	9.6652	4.0967	25.4125
Si	1.5055	6.8061	25.39
Si	6.8999	6.9457	25.2306
Si	4.2382	9.5241	25.3367
Si	9.5341	9.6382	25.4285
Si	2.7821	0.0038	26.6207
Si	8.2469	-0.0419	26.9544
Si	0.0177	2.768	26.8997
Si	5.4448	2.7344	26.6688
Si	2.775	5.4183	26.8445
Si	8.2259	5.5245	26.6202
Si	0.0402	8.2152	26.6562
Si	5.5617	8.1929	26.7872
Si	4.1044	1.3452	28.069
Si	9.6029	1.3895	28.2415
Si	1.3775	4.1124	28.2377
Si	6.8354	4.137	28.0144
Si	4.1675	6.8173	28.1392
Si	9.5952	6.8512	28.0469
Si	1.4144	9.5961	28.043
Si	6.855	9.5273	28.2384
Si	0.0562	-0.0135	29.5264
Si	5.4558	0.0089	29.4858
Si	2.764	2.7012	29.5233
Si	8.1634	2.7737	29.4682
Si	-0.0161	5.5117	29.4925
Si	5.5074	5.4413	29.5002
Si	2.7535	8.2071	29.4368
Si	8.263	8.1629	29.5284
P	1.3962	1.3541	30.9005
Si	6.8179	1.3812	30.8355
Si	4.1247	4.0812	30.9004
Si	9.5589	4.1123	30.8226
Si	1.376	6.8632	30.8266
Si	6.8728	6.7994	30.8968
Si	4.0873	9.5784	30.8254
Si	9.6114	9.5543	30.9109
Si	2.7449	-0.0258	0.7134
Si	8.1734	0.0012	0.6603
Si	-0.0229	2.7417	0.6691
Si	5.4884	2.7091	0.7159
Si	2.7172	5.4867	0.6617
Si	8.2295	5.4225	0.7364
Si	0.0377	8.1715	0.7183
Si	5.4631	8.2147	0.668
Si	4.1128	1.35	2.0749
Si	9.5305	1.3595	2.0252
Si	1.3406	4.1277	2.0392
Si	6.8563	4.0524	2.0912
Si	4.078	6.8626	2.0244
Si	9.606	6.7953	2.0773
Si	1.3689	9.5524	2.088
Si	6.8232	9.5684	2.0589
Si	-0.0529	-0.0107	3.359
Si	5.461	-0.0313	3.4936
Si	2.6898	2.7236	3.3496
Si	8.2014	2.6873	3.5071
Si	-0.0186	5.4482	3.5264
Si	5.4499	5.4738	3.3284
Si	2.7548	8.1991	3.4914
Si	8.2228	8.1805	3.3768
Si	1.2869	1.3679	4.6851
Si	6.8403	1.2958	4.9153
Si	4.0619	4.1204	4.6511
Si	9.5344	4.0571	4.9143
Si	1.3583	6.8657	4.8939
Si	6.8347	6.7994	4.6886
Si	4.1062	9.5584	4.9097
Si	9.5656	9.5588	4.7545
Si	2.6136	0.04	6.1113
Si	8.2219	-0.1411	6.2736
Si	-0.0221	2.6448	6.212
Si	5.3773	2.7662	6.07
Si	2.7517	5.4304	6.1438
Si	8.0894	5.4372	6.1872
Si	-0.0072	8.2909	6.2364
Si	5.57	8.1454	6.1623
Si	3.4732	1.9419	7.1819
Si	10.0148	0.8237	7.4802
Si	1.7672	3.6599	7.3586
Si	6.2046	4.5203	7.3909
Si	4.6364	6.3076	7.2656
Si	9.1645	7.1829	7.3358
Si	0.8891	10.1515	7.5282
Si	7.4119	8.8825	7.5037
O	4.5677	6.6081	8.8854
O	1.3824	3.9792	8.9395
O	9.7508	6.5388	8.7433
O	1.3006	10.1082	9.1498
O	6.0619	4.2132	9.0219
O	3.7046	1.622	8.7676
O	7.1396	8.9677	9.1449
O	9.6405	1.0719	9.0728
O	8.2115	2.5338	22.7595
O	10.9962	5.5741	22.658
O	5.6403	0.119	22.6575
O	5.2893	5.392	22.6287
O	2.1422	2.807	22.4732
O	3.3149	7.848	22.519
O	8.3894	8.7469	22.4137
O	-0.1713	11.2356	22.7475
Si	2.1551	2.9653	12.8893
Si	8.6787	1.3129	10.3673
Si	1.0638	4.5007	15.3436
Si	7.5416	5.584	12.2028
Si	2.409	8.1826	21.2073
Si	5.4086	7.7926	12.4721
Si	9.2658	0.4551	15.5014
Si	2.9161	-0.035	16.6625
Si	10.4683	1.1551	12.6084
Si	7.7595	2.8308	21.2323
Si	9.1294	8.7837	14.4642
Si	1.4706	4.7735	10.3671
Si	4.4809	9.4869	19.1374
Si	11.0717	6.1002	21.1128
Si	6.6174	10.448	14.8472
Si	5.3885	0.7359	21.1748
Si	2.3415	9.8048	10.3887
Si	0.4304	10.6339	21.3779
Si	5.8508	5.2536	21.1138
Si	3.6353	7.0849	10.112
Si	9.0434	5.6868	14.8431
Si	3.6582	4.0841	19.0799
Si	10.0301	3.6592	19.3266
Si	4.257	8.6716	15.3621
Si	0.4537	1.9208	17.1597
Si	6.7894	7.5342	19.2438
Si	5.2611	3.6232	16.7352
Si	7.7829	5.01	17.5289
Si	6.655	9.9284	10.3782
Si	4.3786	1.0514	10.1077
Si	-0.0376	9.0876	11.9085
Si	9.1025	8.6322	20.9292
Si	4.5569	1.666	14.5782
Si	2.4469	2.0856	21.036
Si	6.3292	3.3397	10.3779
Si	3.433	5.9178	16.7247
Si	9.8797	6.5345	10.3632
O	0.1206	2.6268	18.5933
O	2.9264	9.6362	15.5903
O	10.8612	4.7969	20.1629
O	7.5816	2.4148	9.9274
O	10.9247	5.3407	10.8072
O	6.592	6.7417	12.859
O	10.3218	8.059	10.7808
O	7.666	9.4566	13.9976
O	8.4106	6.2092	10.9746
O	5.3523	10.4751	20.0925
O	2.1674	3.7308	11.4281
O	7.9705	8.5484	19.7577
O	6.2044	6.7342	20.5493
O	5.5135	2.7171	15.404
O	1.3068	0.9262	20.7006
O	6.0394	9.059	11.6196
O	4.6236	4.9911	16.1098
O	6.5949	3.9015	17.6378
O	10.5193	10.6653	11.8115
O	5.5818	0.4957	13.9892
O	8.0264	5.086	15.9367
O	9.7339	9.8166	15.5852
O	-0.3956	5.1544	15.1242
O	1.5677	6.8359	20.8019
O	1.5041	0.6431	17.1845
O	6.5934	1.7715	20.8006
O	1.0169	1.7839	12.8286
O	3.2419	5.4972	18.3201
O	9.5321	2.013	11.58
O	1.0134	3.1054	16.1885
O	8.577	5.1432	13.3794
O	10.2762	8.5747	13.3147
O	1.4422	9.4	21.6918
O	10.0797	9.9352	20.6052
O	3.1764	0.2107	10.8698
O	5.0772	2.3562	10.8305
O	1.7348	4.1477	13.9127
O	7.9094	10.8732	10.8492
O	9.1274	4.4716	18.2496
O	5.6381	9.4973	15.772
O	5.5266	-0.0323	9.7294
O	3.5948	2.3064	13.3921
O	1.9816	5.6467	16.0419
O	9.713	1.0485	14.0423
O	4.3892	6.9444	11.5316
O	4.7517	4.4855	20.212
O	9.9529	1.3427	16.654
O	6.6639	4.3209	11.6403
O	5.5791	8.4083	18.5799
O	9.0801	2.7322	20.2863
O	3.6068	1.1368	15.7846
O	4.217	3.0758	17.8971
O	9.9128	7.218	20.891
O	3.3406	8.6593	9.8074
O	3.936	7.4274	16.3734
O	7.632	0.4824	15.7012
O	8.9181	7.2985	15.0483
O	3.9297	1.4402	21.1653
O	1.5905	9.1383	11.693
O	2.3211	6.1457	10.1616
O	7.3444	6.4583	18.1491
O	7.2171	4.365	21.127
O	4.5425	8.2441	13.7942
O	3.3312	8.6638	19.9653
O	2.4952	3.2376	19.8684
O	3.7425	10.3755	17.9812

Results
free energy: -131310.851 eV
free energy less fixed offsets of O -568.88, P -755.39, Si -635.61 eV per atom: -6.781 eV

Forces (eV/angstrom), in the order of the atoms: element, x, y, z
Si	-0.0042	-0.0012	0.0218
Si	0.0056	-0.003	0.0259
Si	0.0018	0.0089	0.0257
Si	0.0046	-0.0038	0.0253
Si	0.0045	-0.0096	0.0285
Si	-0.0034	0.0055	0.0239
Si	-0.0019	-0.0044	0.0234
Si	-0.0089	0.0036	0.0259
Si	0.0037	-0.0039	-0.0078
Si	-0.0048	0.0012	-0.0113
Si	-0.0008	-0.0041	-0.0065
Si	-0.0013	0.0054	-0.0099
Si	-0.0006	0.002	-0.0083
Si	0.0023	-0.0023	-0.0056
Si	0.0001	0.0044	-0.0068
Si	0.0056	-0.0038	-0.0125
Si	-0.0038	-0.0011	0.0031
Si	-0.0064	-0.0072	0.0413
Si	0.0003	-0.0021	0.0303
Si	-0.0005	0.0001	0.0002
Si	0.0072	0.0038	0.0263
Si	-0.0019	-0.0015	0.0011
Si	0.0024	0.0028	0.0013
Si	-0.0015	-0.0036	0.018
Si	0.0027	-0.0048	-0.0049
Si	0.0009	0.0051	-0.0205
Si	-0.01	0.0042	-0.0161
Si	-0.0002	0.0036	-0.0039
Si	-0.0035	-0.0025	-0.0211
Si	0.0017	-0.0018	-0.0055
Si	0.003	0.0005	-0.0059
Si	0.0095	0.0145	-0.0193
Si	-0.0001	0.0012	0.0087
Si	0.0016	-0.0046	0.009
Si	-0.002	0.0005	0.0123
Si	0.0061	-0.0053	0.0091
Si	0.0082	-0.0059	0.0088
Si	-0.0035	0.0038	0.0049
Si	0.0015	0.0003	0.0087
Si	-0.0048	0.0063	0.007
P	0.0025	-0.0065	0.0022
Si	-0.0054	0.0029	-0.0028
Si	0.0065	-0.0045	-0.0026
Si	-0.006	0.0052	-0.0018
Si	-0.0055	0.0041	-0.0021
Si	0.0041	-0.0054	-0.0014
Si	-0.0027	0.0044	-0.0031
Si	0.0052	-0.0051	-0.0023
Si	0.004	0.0003	-0.0029
Si	-0.0027	0.007	0.0003
Si	0.0012	0.0028	-0.0077
Si	0.0019	-0.0042	0.0021
Si	-0.0069	0.0038	-0.0009
Si	0.006	-0.0043	-0.0001
Si	0.0049	-0.0045	0.0016
Si	-0.0049	0.0048	-0.004
Si	-0.0031	0.0021	-0.0095
Si	0.0048	-0.0098	0.0014
Si	0.005	-0.0051	-0.001
Si	-0.0064	0.0037	-0.0114
Si	0.0074	-0.0077	-0.0021
Si	-0.0043	0.0063	-0.0059
Si	-0.0052	0.0034	-0.0096
Si	0.0016	-0.0007	-0.003
Si	-0.0001	0.008	0.0097
Si	-0.001	0.0058	0.0015
Si	0.0094	0.0071	0.0245
Si	-0.0001	-0.0048	0.0036
Si	-0.0035	0.005	0.0031
Si	-0.0032	0.0002	0.0118
Si	-0.0051	-0.0002	0.0037
Si	0.0066	-0.0102	0.0139
Si	-0.0031	-0.0009	-0.0263
Si	0.0009	-0.0015	-0.0005
Si	-0.0115	-0.0079	-0.0405
Si	0.0043	0.0005	-0.0037
Si	0.0013	-0.0023	0.0002
Si	-0.001	0.0044	-0.0262
Si	0.0024	-0.0012	-0.0006
Si	-0.003	0.0024	-0.0193
Si	0.0065	-0.0043	0.0102
Si	-0.0013	0.0044	0.0077
Si	-0.0031	0.0002	0.0119
Si	0.0063	-0.0117	0.0086
Si	-0.0044	0.0059	0.0124
Si	0.0025	-0.0061	0.0075
Si	0.0058	-0.0034	0.0012
Si	-0.0045	0.0035	0.0129
Si	-0.0021	0.006	-0.0144
Si	0.0036	-0.0012	-0.025
Si	0.005	-0.0049	-0.0295
Si	-0.001	0.0051	-0.0207
Si	-0.0016	-0.0017	-0.021
Si	-0.0061	0.009	-0.0156
Si	-0.0084	0.0032	-0.0216
Si	0.0018	0.001	-0.0273
O	-0.0099	0.0083	0.0265
O	-0.0056	0.015	0.0319
O	0.0067	-0.0071	0.0274
O	0.0136	-0.0045	0.0266
O	0.0026	-0.0154	0.0322
O	0.0199	-0.0152	0.0404
O	-0.0085	0.0138	0.0357
O	-0.0145	0.0059	0.0301
O	-0.0131	0.0077	-0.0344
O	-0.0055	0.0144	-0.0333
O	-0.01	0.017	-0.0329
O	0.0108	-0.0078	-0.0312
O	0.0046	-0.015	-0.0317
O	-0.0102	0.0072	-0.0278
O	0.0144	-0.0033	-0.029
O	0.0115	-0.0101	-0.0274
Si	-0.0045	0.0018	0.0015
Si	-0.0015	-0.0032	-0.0109
Si	0.0042	-0.0044	-0.0007
Si	-0.0047	0.0005	0.0013
Si	0.0033	-0.0075	0.0084
Si	0.0023	0	-0.0023
Si	0.0039	0.0046	-0.0028
Si	0.005	-0.0011	0.0034
Si	-0.0004	-0.0024	0.0037
Si	0.0029	-0.0076	0.0054
Si	0.0039	-0.0038	0.0011
Si	-0.0017	-0.005	-0.011
Si	0.0023	0.0027	0.0005
Si	0.0027	0.0011	0.0065
Si	-0.0004	-0.0008	0.0048
Si	0.0049	-0.0105	0.005
Si	-0.0027	0.0085	-0.0059
Si	-0.0078	0.0057	0.0006
Si	-0.0024	0.0014	0.0089
Si	0.0069	-0.0064	-0.0083
Si	-0.0051	-0.0027	0.0001
Si	0.0009	-0.0061	0.0026
Si	-0.0032	0.0037	-0.0014
Si	0.0017	-0.0004	-0.0025
Si	-0.0014	0.0021	-0.001
Si	0.0022	0.0034	-0.004
Si	-0.0014	-0.0016	-0.0013
Si	0.0037	0.0047	-0.0012
Si	-0.0029	-0.0007	-0.0179
Si	-0.0022	0.0053	-0.0176
Si	0.0047	-0.0017	0.0033
Si	0	0.0049	0.0035
Si	-0.0049	0.0014	0.0022
Si	-0.0072	-0.0004	0.008
Si	0.0018	0.0032	-0.0119
Si	0.0014	-0.0028	-0.0005
Si	0.0018	-0.0066	-0.0068
O	0.0048	-0.006	0.0004
O	-0.0006	-0.0014	-0.0034
O	-0.005	-0.0122	-0.0028
O	-0.0002	0.0012	0.0023
O	-0.0026	0.0008	-0.0063
O	0.0014	0.0002	-0.008
O	0.0048	0.0105	-0.0013
O	-0.0007	0.0009	-0.0043
O	-0.0106	-0.0057	0.0017
O	-0.0061	-0.01	-0.0006
O	0.0042	-0.0095	0.0067
O	-0.0104	-0.0037	-0.0021
O	0.0032	0.0062	0.0013
O	0.0003	0.0001	-0.0014
O	0.0027	0.0025	0.0058
O	-0.0078	-0.0108	0.002
O	-0.0021	0.0021	0.0004
O	-0.0034	-0.0022	0.0027
O	-0.0002	0.0059	-0.0038
O	0.0006	0.0003	-0.0041
O	0.0019	-0.0003	-0.003
O	-0.0001	-0.0008	0.0009
O	0.0012	0.0006	-0.0016
O	-0.0002	-0.0006	0.0072
O	0	0.0001	0.0024
O	0.0007	0.0021	0.009
O	-0.0021	-0.0017	-0.0055
O	0	0.0046	-0.0002
O	0.008	-0.0003	0.0002
O	0.0001	0.0031	-0.0003
O	0.0045	0.001	0.0031
O	-0.0078	0.0002	0.0053
O	-0.0006	0.0004	0.0052
O	-0.0033	-0.0032	0.0062
O	-0.0013	-0.0026	-0.0059
O	0.0016	-0.0026	-0.0093
O	-0.0037	0.0032	0.0035
O	-0.0005	0.0043	-0.008
O	-0.0059	0.0037	-0.0005
O	0.0012	0.0003	0.0011
O	0.0004	0.0035	0.0046
O	0.0037	-0.0016	-0.0025
O	-0.0021	-0.0009	-0.0029
O	-0.0025	-0.0025	0.0038
O	0.0099	0.0028	0.0058
O	-0.0116	-0.0047	-0.003
O	-0.0014	-0.0025	0.0025
O	0.005	0.0087	-0.0011
O	-0.001	0.0003	0.0041
O	0.0089	0.0048	-0.0012
O	0.0002	-0.0005	-0.0002
O	0.0051	0.0015	-0.0023
O	0.0001	-0.0009	0.0077
O	-0.0019	0.0016	-0.003
O	-0.0009	-0.0003	0.0003
O	0.0001	-0.0008	0.0002
O	-0.0003	0.0009	-0.0007
O	0.001	0.0014	0.0077
O	-0.0094	-0.0028	-0.0007
O	-0.0004	0	-0.0045
O	0.0024	-0.0077	-0.0005
O	-0.0012	0.0012	0.008
O	-0.004	0.0034	0.0047
O	0.012	0.0068	-0.0063
O	0.0054	0.0131	-0.0048
O	-0.0066	0.0033	-0.0048

The program warned: the cutoff lies below the one the program advises for these potential files; the forces do not sum to zero within the program's tolerance; the exchange-correlation potential is rough where the density is thin.
